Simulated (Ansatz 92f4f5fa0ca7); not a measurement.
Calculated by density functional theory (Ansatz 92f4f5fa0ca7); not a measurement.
Periodic cell of 220 atoms, Si132O88, from a study of silicon, its oxide and their interface. The atomic structure is a simulated model.
Doubt: the cutoff is far below the 930 eV that the study's wrapper takes by default for these files, so forces and energies are approximate.
This geometry differs little from another in the collection (a relaxation step or a small displacement).

Settings
functional: PBE
potential files: Ansatz PAW
basis: plane waves
wave-function cutoff: 580 eV
density cutoff ratio: 5
exchange-correlation grid ratio: 1
k mesh: 1 x 1 x 1, Gamma-centred
self-consistency stop: 5e-08 eV per atom in the density residual
occupations: fixed
spin: none
net charge: 0

Cell vectors (angstrom)
a 10.938 0 0
b 0 10.938 0
c 0 0 32.1248

Atoms: element, x, y, z (angstrom)
Si 0.2085 -0.1557 24.4693
Si 5.6062 -0.3291 24.726
Si 2.5333 3.0257 24.4376
Si 8.0961 2.9516 25.0262
Si 0.0569 5.1039 24.6425
Si 5.8368 5.1252 24.6074
Si 2.4663 8.4967 24.5713
Si 8.0035 8.5778 24.7483
Si 1.4145 1.3957 25.816
Si 6.76 1.3166 26.008
Si 4.079 4.1465 25.8771
Si 9.627 4.1182 26.2797
Si 1.2811 6.8337 25.8069
Si 6.8642 6.8443 25.9122
Si 4.0435 9.4956 26.0505
Si 9.5964 9.7162 25.9949
Si 2.7262 0.0382 27.3162
Si 8.1908 0.0464 27.3793
Si 0.0789 2.6463 27.3823
Si 5.4046 2.747 27.3185
Si 2.7073 5.5251 27.2663
Si 8.1872 5.5444 27.4029
Si -0.0221 8.2059 27.2916
Si 5.4673 8.1467 27.3448
Si 4.1018 1.3673 28.7065
Si 9.5708 1.3673 28.7065
Si 1.3673 4.1018 28.7065
Si 6.8362 4.1018 28.7065
Si 4.1018 6.8362 28.7065
Si 9.5708 6.8362 28.7065
Si 1.3673 9.5708 28.7065
Si 6.8362 9.5708 28.7065
Si 0 0 30.0738
Si 5.469 0 30.0738
Si 2.7345 2.7345 30.0738
Si 8.2035 2.7345 30.0738
Si 0 5.469 30.0738
Si 5.469 5.469 30.0738
Si 2.7345 8.2035 30.0738
Si 8.2035 8.2035 30.0738
Si 1.3673 1.3673 31.441
Si 6.8362 1.3673 31.441
Si 4.1018 4.1018 31.441
Si 9.5708 4.1018 31.441
Si 1.3673 6.8362 31.441
Si 6.8362 6.8362 31.441
Si 4.1018 9.5708 31.441
Si 9.5708 9.5708 31.441
Si 2.7345 0 0.6835
Si 8.2035 0 0.6835
Si 0 2.7345 0.6835
Si 5.469 2.7345 0.6835
Si 2.7345 5.469 0.6835
Si 8.2035 5.469 0.6835
Si 0 8.2035 0.6835
Si 5.469 8.2035 0.6835
Si 4.1018 1.3673 2.0507
Si 9.5708 1.3673 2.0507
Si 1.3673 4.1018 2.0507
Si 6.8362 4.1018 2.0507
Si 4.1018 6.8362 2.0507
Si 9.5708 6.8362 2.0507
Si 1.3673 9.5708 2.0507
Si 6.8362 9.5708 2.0507
Si 0 0 3.418
Si 5.469 0 3.418
Si 2.7345 2.7345 3.418
Si 8.2035 2.7345 3.418
Si 0 5.469 3.418
Si 5.469 5.469 3.418
Si 2.7345 8.2035 3.418
Si 8.2035 8.2035 3.418
Si 1.299 1.4389 4.7066
Si 6.8649 1.3375 4.8161
Si 4.1443 4.0695 4.8702
Si 9.5853 4.0856 4.8084
Si 1.3853 6.8485 4.8294
Si 6.8547 6.7927 4.7186
Si 4.0948 9.5418 4.7487
Si 9.5624 9.5667 4.7851
Si 2.6041 -0.0398 5.9182
Si 8.2166 -0.017 6.2084
Si -0.0525 2.6914 6.2207
Si 5.4983 2.5794 6.2781
Si 2.7367 5.5186 6.2842
Si 8.1555 5.4174 6.1142
Si -0.05 8.1657 6.1648
Si 5.4685 8.1291 6.067
Si 3.7109 1.3553 7.415
Si 9.7416 1.1205 7.628
Si 1.6649 3.7608 7.441
Si 6.7096 4.1955 7.5232
Si 4.5124 6.5509 7.5628
Si 9.2715 7.02 7.4289
Si 1.0946 9.8392 7.3376
Si 7.0257 9.2445 7.3621
O 1.2665 4.0783 24.0402
O 6.7974 9.5797 24.1741
O 3.0112 2.8258 7.3869
O 8.1606 8.1688 7.8849
O 5.542 5.3436 7.9675
O 0.0073 -0.008 7.9778
O 5.3807 5.4826 23.0643
O 10.5429 0.4685 23.0255
O 2.1598 9.3679 8.5371
O 1.433 3.7935 9.0624
O 9.0377 1.7175 8.9347
O 7.7875 9.7364 12.1591
O 3.3694 0.7915 8.9604
O 4.3771 7.3831 9.3239
O 7.6266 3.6844 8.7423
O 9.8729 6.4204 8.8372
O 3.3652 2.4352 23.0936
O 4.6717 0.1595 23.4621
O 9.2135 2.4573 23.9413
O 9.8286 5.549 23.5195
O 19.902 8.1012 23.4926
O 3.328 7.9549 23.2702
O 7.0064 3.9864 24.3449
O 1.3373 9.622 24.0605
Si 3.9562 6.4302 10.767
Si 9.3339 4.1464 14.5967
Si 7.4985 8.1701 11.9129
Si 4.2312 1.2434 22.3262
Si 17.3495 3.7235 14.1585
Si 2.7596 -0.4983 20.1041
Si 7.222 4.1118 19.4103
Si 14.0958 6.5689 16.4318
Si 2.2434 4.0524 10.4708
Si 5.7895 16.1303 16.6669
Si 3.8376 9.6828 17.2416
Si 10.4719 4.2326 11.6698
Si 11.0002 6.4369 16.0887
Si 8.1617 1.4809 14.5971
Si 2.778 10.3768 9.6837
Si 9.1464 6.7494 22.6045
Si 11.1968 -1.2715 11.2093
Si 3.6201 -3.2841 13.7247
Si 5.2641 8.8067 9.8647
Si 9.5932 1.7373 22.5511
Si 11.9908 -0.4881 16.5667
Si 8.0487 2.6619 10.0807
Si -0.3448 8.1889 18.4073
Si 11.7771 -2.1074 14.1601
Si 5.2139 3.8863 11.3567
Si 6.053 6.0424 21.6791
Si 6.5082 7.6784 14.6841
Si 11.5945 6.4631 20.6739
Si 11.1254 1.0263 18.7943
Si 14.2605 7.653 21.6568
Si 7.0004 1.32 20.7429
Si 10.0285 7.0103 10.3573
Si -0.6063 3.6423 20.1539
Si 8.4942 -0.709 19.0977
Si 6.9126 10.1296 16.3768
Si 8.6339 0.179 11.9001
O 13.3986 8.7661 13.9524
O 7.7299 -1.0675 17.7345
O 6.0904 8.1443 11.0629
O 1.6322 10.4905 10.8363
O 5.2278 -5.4776 10.8698
O 10.0807 7.1253 17.2696
O 6.2918 4.92 20.5083
O 6.835 13.1113 13.9408
O 3.6166 7.234 12.136
O 2.5992 5.6672 10.333
O 7.8051 4.6264 14.1796
O 11.4846 -1.643 17.6082
O 10.231 4.0859 13.2628
O 0.7141 7.4152 19.3639
O 6.9964 2.4852 19.5749
O 12.5232 6.1443 16.6951
O 17.3129 6.4952 15.8177
O 13.0693 6.5411 21.392
O 3.3029 0.6047 21.1663
O 1.0818 3.651 11.5368
O 7.2667 -0.1776 20.0802
O 8.193 1.3498 21.8474
O -1.5543 8.8458 19.3206
O 2.8077 8.9978 20.8782
O 12.2368 0.1467 19.6578
O 6.1125 9.5803 8.7337
O 8.5923 7.45 10.9764
O 8.9772 0.7094 13.4218
O 7.5562 11.4877 15.7783
O 6.457 3.1221 10.7593
O 2.6754 -0.4442 16.4379
O 3.6911 14.2817 10.8771
O -6.6861 5.5634 17.1453
O 11.1823 7.4562 14.8142
O 4.0733 9.7209 10.4347
O 3.5329 8.0738 17.0134
O 10.1404 5.1213 15.6409
O 10.3185 2.8127 21.5714
O 5.3151 14.9802 12.9948
O 4.8596 7.1359 21.2201
O 11.0528 2.6261 19.0965
O 9.14 2.642 15.2462
O 3.7233 -0.7606 18.8031
O 5.621 1.6394 21.5615
O 5.3026 10.1342 16.6811
O 7.8317 1.2402 11.0086
O 9.6073 0.4867 19.0971
O 17.6769 4.7185 17.9448
O 7.6209 6.497 22.0142
O -5.8728 -2.6842 14.1522
O 7.3269 -3.6141 13.3042
O 11.3968 -0.8171 15.0909
O 10.2998 7.0381 21.5003
O 9.2633 3.5344 10.8502
O 8.8558 -6.688 19.687
O 0.5195 11.8542 17.1913
O 16.6407 3.9455 15.6188
O 11.126 -1.8869 12.7111
O 11.3382 4.9021 20.3146
O 0.0517 8.3422 10.2562
O 10.6223 5.8235 11.2797
O 10.0065 -0.1933 11.0979
O 14.2777 6.4383 14.7879
O 7.2868 8.9153 15.3703

Results
free energy: -133958.126 eV
free energy less fixed offsets of O -568.88, Si -635.61 eV per atom: 3.834 eV

Forces (eV/angstrom), in the order of the atoms: element, x, y, z
Si -0.0035 -0.0079 0.0007
Si 0.0069 0.016 -0.0034
Si 0.0074 0.0017 0.0375
Si -0.0093 -0.0062 0.0196
Si 0.0112 0.0141 0.0245
Si -0.0087 0.012 0.023
Si 0.0019 -0.013 0.0242
Si 0.0011 -0.0104 -0.0039
Si -0.001 0.0104 -0.01
Si -0.0028 -0.0023 -0.0164
Si 0.0023 0.0006 -0.0083
Si 0.001 -0.0014 -0.016
Si 0.0018 -0.005 -0.017
Si 0.004 -0.0028 -0.0173
Si -0.0131 0.001 -0.0199
Si 0.0068 -0.0058 -0.0087
Si -0.0015 0.008 0.0117
Si 0.004 0.0066 0.0066
Si 0.0039 -0.0167 0.0009
Si -0.0033 0.0042 0.0045
Si -0.0009 0.0006 -0.01
Si -0.0048 0.0075 0.0144
Si -0.0071 -0.0027 0.0013
Si 0.006 -0.0108 0.0104
Si -0.2099 0.1148 0.0831
Si 0.1283 -0.0158 0.4566
Si 0.3931 0.0376 -0.1753
Si -0.2478 0.0247 -0.1492
Si -0.1768 -0.2315 0.0431
Si 0.099 0.5526 0.3449
Si -0.0712 0.0354 -0.3659
Si 0.0106 -0.2082 -0.0689
Si -0.1387 -0.108 0.0325
Si -0.0176 -0.0034 -0.0591
Si 0.1196 0.0834 0.0313
Si 0.1049 0.0499 -0.0342
Si -0.0309 0.0024 -0.0654
Si -0.0991 -0.1325 0.0206
Si 0.0336 0.0382 -0.0526
Si 0.1162 0.0429 0.0504
Si -0.0115 0.0461 -0.0467
Si -0.0041 -0.0494 -0.0295
Si -0.0057 -0.0399 0.0176
Si -0.041 0.033 -0.0047
Si 0.0267 -0.0067 -0.0302
Si 0.0062 0.033 -0.0384
Si -0.0046 -0.0015 -0.0081
Si -0.038 0.0154 0.021
Si -0.0176 0.0033 0.0179
Si 0.0232 0.0487 0.0051
Si -0.0185 -0.0478 0.0351
Si 0.0384 0.0116 0.0145
Si -0.0104 0.0068 -0.0066
Si 0.0185 -0.0413 0.0271
Si -0.0281 -0.0131 0.008
Si 0.0193 -0.011 0.0362
Si 0.0011 0.0161 0.0575
Si -0.0877 -0.0652 -0.0325
Si 0.1195 0.0786 -0.0192
Si -0.0473 -0.0405 0.0283
Si -0.1116 -0.0822 0.0035
Si -0.0063 0.0482 0.0333
Si -0.0171 -0.0033 0.031
Si 0.0024 -0.0037 -0.0289
Si -0.2919 -0.014 -0.2898
Si 0.2284 -0.0386 0.1048
Si 0.1587 0.5382 -0.0027
Si 0.093 -0.061 0.1642
Si 0.1884 -0.0713 0.3162
Si -0.2185 -0.4437 -0.1132
Si -0.0884 -0.2174 -0.1768
Si 0.0632 0.1498 -0.2248
Si -0.0389 -0.0113 0.043
Si 0.0052 0.0247 0.0256
Si -0.0014 0.0104 0.0547
Si 0.0014 0.0117 -0.0405
Si 0.0021 -0.0103 0.0177
Si 0.018 -0.0236 0.0042
Si 0.0097 0.0023 -0.0277
Si 0.0052 0.0002 0.0262
Si 0.0241 0.0157 0.1064
Si 0.0087 -0.0048 -0.0154
Si 0.0085 -0.0217 0.0233
Si -0.033 -0.0439 -0.007
Si 0.0137 -0.0027 -0.0192
Si -0.0223 0.0057 0.0516
Si 0.0179 0.0192 0.007
Si 0.0015 0.0099 0.0416
Si 0.1499 -0.0934 0.0628
Si -0.0126 0.0196 0.0046
Si -0.0055 0.0947 0.0415
Si 0.0627 0.0797 0.0568
Si -0.0509 -0.096 -0.0963
Si 0.0057 -0.0202 -0.0357
Si -0.047 -0.0065 -0.0701
Si 0.0054 0.0102 -0.0266
O 0.0003 0.0051 -0.0146
O -0.0039 -0.0004 0.0234
O -0.1622 0.0445 -0.1455
O -0.0163 -0.0123 0.0219
O 0.0502 0.0473 0.046
O 0.0499 0.0147 0.0051
O -0.0005 -0.0017 -0.0131
O 0.0034 -0.0004 -0.0055
O -0.0022 -0.0147 0.0031
O 0.0579 0.0171 0.0742
O -0.0649 0.0525 0.0638
O 0.0046 0.0247 -0.0056
O -0.0099 -0.0666 0.0354
O 0.0054 0.0043 -0.0288
O -0.025 -0.0041 -0.0603
O -0.0032 0.01 0.0116
O -0.0012 -0.0058 -0.0142
O 0.0009 -0.0032 -0.0094
O 0.0068 -0.0009 -0.0031
O -0.0037 -0.0002 -0.0152
O 0.0002 0.0019 -0.0061
O 0 0.0032 -0.0111
O 0.0008 0.0065 -0.0128
O 0.0044 -0.0043 0.0007
Si -0.0148 -0.1748 0.1124
Si -0.0196 -0.0027 -0.0009
Si 0.0284 -0.0153 0.0181
Si 0.0014 0.0008 0.0179
Si -0.1019 0.0052 -0.0941
Si -0.0007 -0.0023 0.0053
Si -0.0004 0.0006 -0.0018
Si 0.0052 -0.0077 0.0032
Si 0.0003 -0.0818 0.0163
Si 0.0002 -0.0205 -0.0109
Si 0.0001 -0.0008 0.0062
Si 0.0525 -0.0264 0.0131
Si -0.0033 -0.0078 0.0084
Si -0.0151 0.0162 0.0081
Si 0.0099 0.0693 -0.0353
Si 0.0035 -0.0005 0.0141
Si -0.0058 0.0096 0.0047
Si 0.0051 -0.0082 0.0156
Si 0.0377 0.0581 0.0184
Si 0.0005 -0.0023 0.0094
Si 0.0011 -0.0007 0.0045
Si -0.1716 -0.1243 -0.0135
Si -0.0002 -0.0014 0.0049
Si 0.0023 0.0001 0.0129
Si -0.0515 -0.0881 -0.0154
Si -0.0004 -0.0016 0.0079
Si -0.0031 -0.0115 0.0169
Si 0.0015 -0.0024 0.0018
Si -0.0028 -0.0017 0.0046
Si 0.0003 0.0007 0.0078
Si 0.0031 0.0002 0.0035
Si 0.0013 -0.0076 0.0037
Si -0.0013 0.0007 0.0041
Si -0.0027 -0.0018 -0.011
Si 0.0291 0.0138 0.0169
Si -0.0468 0.1083 -0.0227
O -0.0005 -0.0005 -0.0042
O -0.0027 0.0054 -0.006
O -0.0291 -0.0022 -0.0306
O 0.0015 -0.0121 -0.003
O -0.0479 0.2394 -0.0322
O 0.0012 0.003 -0.0024
O -0.0004 0.002 -0.0015
O 0.0238 -0.015 0.0197
O 0.0064 0.013 -0.026
O 0.0073 0.061 -0.0177
O 0.0222 -0.001 0.0061
O -0.0002 -0.0007 -0.0042
O -0.0012 0.0044 0.0006
O 0.0024 -0.0004 -0.0022
O 0.0003 -0.0021 -0.0019
O 0 0.0009 -0.0047
O 0.0015 0.0068 -0.0063
O 0.0013 -0.0011 -0.0043
O -0.0002 0.0004 -0.0048
O -0.0379 0.0396 -0.0472
O 0.0022 -0.0023 -0.0071
O -0.0023 0.0008 -0.0077
O -0.0041 0.0107 -0.0073
O 0.0009 -0.0003 -0.0044
O 0.0021 -0.0006 -0.0044
O -0.0105 -0.0127 0.0183
O 0.0004 0.0074 -0.0007
O -0.0204 -0.0202 -0.0543
O -0.0076 -0.0318 0.0069
O 0.4057 -0.1548 -0.251
O 0.0018 0.0006 -0.0059
O -0.1941 0.055 -0.014
O -0.0042 0.0046 -0.0018
O 0.0018 0.0048 -0.0081
O 0.0064 -0.0314 -0.0001
O -0.0002 0.0028 -0.0035
O 0.003 0.0081 0.0014
O 0.0017 0.0024 -0.0085
O 0.0352 0.0439 0.1954
O -0.0006 0.0017 -0.0048
O 0.0006 -0.0014 -0.0046
O 0.0001 -0.0116 -0.0067
O -0.0001 0.0008 -0.0023
O -0.0026 0.0003 -0.0029
O 0.003 -0.0001 -0.0027
O 0.1684 -0.0829 0.0617
O -0.0027 -0.0078 -0.0074
O 0.0044 -0.0015 0.0035
O 0.0033 -0.0001 -0.0069
O -0.0026 0.0012 -0.0066
O 0.0055 0.0048 -0.0139
O 0.0046 -0.0027 -0.0049
O -0.0019 0.0011 -0.0036
O -0.0558 -0.0196 -0.0062
O 0.0019 -0.0009 -0.004
O 0.0016 -0.0001 -0.0026
O -0.0007 0.0116 0.0189
O 0.004 -0.0006 -0.0113
O 0.0022 0.0013 -0.0031
O 0.001 0.0025 0.0036
O -0.0038 0.0193 -0.0038
O -0.0106 -0.003 0.017
O -0.0015 0.005 -0.0013
O 0.0022 0.0189 0.0045

The program warned: the cutoff lies below the one the program advises for these potential files; the forces do not sum to zero within the program's tolerance; the exchange-correlation potential is rough where the density is thin.
